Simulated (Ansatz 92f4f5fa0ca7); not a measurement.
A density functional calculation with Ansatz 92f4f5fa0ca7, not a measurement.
Periodic cell of 247 atoms, Si165O82, from a study of silicon, its oxide and their interface. The atomic structure is a simulated model.
Doubt: the cutoff is far below the 930 eV that the study's wrapper takes by default for these files, so forces and energies are approximate.

Settings
functional: PBE
potential files: Ansatz PAW
basis: plane waves
wave-function cutoff: 580 eV
density cutoff ratio: 5
exchange-correlation grid ratio: 1
k mesh: 1 x 1 x 1, Gamma-centred
self-consistency stop: 5e-08 eV per atom in the density residual
occupations: fixed
spin: none
net charge: 0

Cell vectors (angstrom)
a  10.938  0  0
b  0  10.938  0
c  0  0  36.937

Atoms: element, x, y, z (angstrom)
Si  0  0  0.683
Si  5.469  0  0.683
Si  2.7345  2.7345  0.683
Si  8.2035  2.7345  0.683
Si  0  5.469  0.683
Si  5.469  5.469  0.683
Si  2.7345  8.2035  0.683
Si  8.2035  8.2035  0.683
Si  1.3673  1.3673  2.0503
Si  6.8362  1.3673  2.0503
Si  4.1018  4.1018  2.0503
Si  9.5708  4.1018  2.0503
Si  1.3673  6.8362  2.0503
Si  6.8362  6.8362  2.0503
Si  4.1018  9.5708  2.0503
Si  9.5708  9.5708  2.0503
Si  2.7345  0  34.8855
Si  8.2035  0  34.8855
Si  0  2.7345  34.8855
Si  5.469  2.7345  34.8855
Si  2.7345  5.469  34.8855
Si  8.2035  5.469  34.8855
Si  0  8.2035  34.8855
Si  5.469  8.2035  34.8855
Si  4.1018  1.3673  36.2527
Si  9.5708  1.3673  36.2527
Si  1.3673  4.1018  36.2527
Si  6.8362  4.1018  36.2527
Si  4.1018  6.8362  36.2527
Si  9.5708  6.8362  36.2527
Si  1.3673  9.5708  36.2527
Si  6.8362  9.5708  36.2527
Si  -2.6475  -4.0143  17.2631
Si  5.797  -0.5889  26.654
Si  4.1466  6.9372  24.7103
Si  4.6161  1.3669  21.5431
Si  -1.6516  0.1277  26.7206
Si  1.0376  8.534  20.0535
Si  7.569  5.95  27.3242
Si  7.696  10.6516  24.133
Si  4.1611  6.8006  30.7575
Si  5.6181  4.7727  26.4186
Si  3.8485  7.4754  19.0032
Si  4.2145  3.7713  28.1422
Si  0.489  6.2387  21.8471
Si  1.5801  6.7273  27.9571
Si  3.4478  10.3429  29.3435
Si  8.1196  10.8809  29.752
Si  -0.4763  3.1429  29.449
Si  13.6208  2.4068  26.9943
Si  -1.7265  1.7416  22.6285
Si  8.642  6.3333  25.249
Si  -2.2807  4.9766  29.3589
Si  9.5745  4.0203  20.6972
Si  1.4409  9.4689  30.5701
Si  2.866  5.3542  29.3902
Si  4.2171  1.2205  30.765
Si  9.5866  1.4103  30.8471
Si  1.3489  4.0824  30.7195
Si  6.9677  4.0415  30.7526
Si  5.2457  8.6091  29.6005
Si  9.6192  6.7117  30.7037
Si  2.5993  8.8948  26.1354
Si  6.7941  9.5343  31.0765
Si  0.1116  -0.0345  32.0402
Si  5.4592  0.0101  32.3328
Si  2.7334  2.6436  32.0434
Si  8.2133  2.7114  32.2293
Si  0.0589  5.4594  32.1579
Si  5.5458  5.4266  32.1058
Si  2.7095  8.1432  32.1066
Si  8.2631  8.0768  32.1617
Si  1.383  1.3454  33.4933
Si  6.8473  1.3853  33.595
Si  4.0965  4.0679  33.4521
Si  9.5923  4.1162  33.5277
Si  1.3694  6.8346  33.538
Si  6.8397  6.8041  33.5336
Si  4.0454  9.5237  33.5371
Si  9.6113  9.5642  33.4601
Si  2.7405  0.0158  3.4108
Si  8.2046  -0.0054  3.4332
Si  -0.0292  2.7225  3.3926
Si  5.4549  2.735  3.4278
Si  2.7362  5.5054  3.4112
Si  8.1701  5.4564  3.4154
Si  -0.0074  8.2188  3.4471
Si  5.4519  8.1958  3.4168
Si  4.0599  1.3974  4.8022
Si  9.5563  1.3924  4.8092
Si  1.3048  4.1459  4.6906
Si  6.7819  4.1285  4.8166
Si  4.03  6.9215  4.8241
Si  9.4904  6.8579  4.7751
Si  1.3708  9.6317  4.8093
Si  6.828  9.5392  4.7858
Si  0.0625  0.1053  6.1918
Si  3.1945  0.8232  8.8559
Si  -1.296  -1.3181  7.472
Si  10.7756  2.9432  9.1062
Si  -4.1584  1.3367  7.5004
Si  3.0544  2.7597  17.5705
Si  0.8538  4.609  10.5657
Si  8.1459  8.1733  6.2337
Si  4.1028  -1.1461  7.6771
Si  10.8409  -2.8282  8.8891
Si  5.4556  -0.0167  6.108
Si  10.8683  5.4688  6.0661
Si  1.2406  6.8465  7.4242
Si  6.6347  6.8274  7.6434
Si  6.1712  14.5904  10.3874
Si  9.0175  7.1877  10.0957
Si  2.8992  1.1037  11.1847
Si  11.4231  -0.3755  22.3547
Si  -1.417  4.1661  7.5106
Si  5.3545  -2.6008  9.1006
Si  -1.5051  9.2561  18.9357
Si  8.1657  2.7489  6.181
Si  5.3567  5.5132  6.1618
Si  8.2233  10.8699  8.7948
Si  1.3291  1.6238  7.6159
Si  5.3939  1.6294  12.6593
Si  2.6271  2.8306  6.0864
Si  3.9488  4.1499  7.5096
Si  7.4386  9.1154  10.2013
Si  7.6014  5.1716  18.6851
Si  2.7076  8.3306  6.2626
Si  9.6152  12.0724  10.2781
O  36.6197  -2.4502  25.0783
O  -27.4198  -3.2311  14.9341
O  23.2074  -20.6676  20.0319
O  -1.9795  10.5828  25.1912
O  9.0157  32.7469  13.7823
O  6.0573  -5.6722  19.2185
O  -0.0687  -12.2178  23.5833
O  -5.5768  6.9312  12.4754
O  13.6689  -4.7946  24.6486
O  -2.3331  1.3955  11.5808
O  -18.0617  4.2652  23.1574
O  28.2439  -6.167  22.6766
O  21.7319  11.1058  10.937
O  0.1002  20.371  19.0875
O  -26.4077  -20.372  17.6807
O  -14.8968  18.8542  17.0346
Si  7.4519  -2.0901  21.4701
Si  11.3564  2.0256  18.8832
Si  -12.6169  18.2529  14.3631
Si  16.3982  -1.3112  20.5367
Si  5.2845  -9.8665  18.7523
Si  10.6786  -4.355  11.6589
Si  34.0879  19.2427  10.8772
Si  24.3254  5.5112  8.9076
Si  12.0524  10.5546  11.8629
Si  24.3044  -18.4068  11.8976
Si  13.1832  1.6091  21.3787
Si  28.7045  8.3054  27.7681
Si  22.2082  -8.6679  27.3579
Si  7.4102  -19.3244  16.959
Si  16.6288  -8.3934  29.4462
Si  15.4789  16.8424  11.4887
Si  25.2827  -7.8768  14.5619
Si  8.075  -5.5591  8.9246
Si  9.0096  9.3355  28.2673
Si  16.7338  15.5561  15.3544
Si  -0.5915  10.2787  14.5042
Si  6.5014  6.3886  22.9561
Si  -5.889  13.3761  8.6952
Si  -7.4532  -21.8757  27.0045
Si  5.3315  25.5918  23.4319
Si  0.0224  -2.7164  24.3373
Si  16.48  -14.5398  16.5233
Si  24.8027  -6.4858  21.8045
Si  21.8185  8.0754  29.221
Si  23.7724  4.9689  25.3878
Si  9.9015  -10.1622  17.272
Si  -4.0624  11.9219  28.0817
Si  3.3917  -3.6304  10.127
Si  26.296  5.1743  19.1366
Si  -0.6032  3.7574  24.745
Si  18.9203  -10.7023  12.5774
Si  28.1909  -3.9826  13.7855
O  23.0398  -46.184  25.4664
O  15.8997  17.1425  25.9188
O  12.8395  3.1953  21.6452
O  -2.1471  -9.1499  16.5599
O  17.5559  -5.5539  14.1737
O  37.6104  -0.2836  21.6641
O  25.822  15.4411  20.5521
O  -11.4236  3.1933  19.5996
O  43.3149  -51.4423  26.2761
O  10.1077  0.5466  21.9245
O  21.1189  17.3978  13.2912
O  -22.3443  -6.0066  21.7174
O  22.6498  -17.3713  24.3121
O  21.004  19.6237  14.7231
O  7.8619  12.0592  23.3047
O  6.6024  3.2485  15.7119
O  3.7996  23.3109  18.1819
O  4.9937  6.941  23.3166
O  45.0043  -34.2419  21.3479
O  29.6235  9.4874  22.9779
O  46.415  -13.9847  27.4448
O  -6.6829  4.4257  14.8612
O  45.8842  -40.5076  13.5484
O  26.339  -10.2504  11.6991
O  7.7931  7.6349  13.6544
O  -5.4731  -22.3957  19.0785
O  27.9025  2.9129  11.8409
O  28.507  0.7914  13.2717
O  32.6958  0.704  26.9683
O  23.3968  -18.9708  18.0647
O  7.5457  9.8386  11.7165
O  19.5114  16.0215  20.0021
O  23.9358  16.7505  21.8205
O  45.4249  0.7211  22.6613
O  -5.2667  -5.7197  10.5121
O  0.2388  40.0112  20.5525
O  -6.6071  -3.064  17.4587
O  29.0498  7.2327  21.7317
O  26.5657  -2.7284  20.2201
O  32.5044  -32.7606  15.9595
O  16.6381  27.5676  16.601
O  -0.8614  -52.2121  23.7975
O  5.2933  -8.7446  22.8176
O  -2.6988  1.3843  27.124
O  8.9954  10.6161  18.1332
O  50.0969  21.5247  25.0591
O  -18.2184  15.5686  12.0379
O  -39.2836  -8.9189  13.9262
O  22.5656  -0.4364  13.4897
O  5.6847  3.7679  25.0451
O  9.1715  4.887  24.6939
O  24.5622  14.5121  25.7457
O  -14.1641  3.9511  9.8385
O  41.5831  2.873  21.548
O  5.45  -9.088  20.1945
O  42.4994  -25.1957  25.179
O  8.6819  9.0955  20.3938
O  8.9648  -15.3548  15.7871
O  31.1881  40.7083  18.0694
O  1.1805  -16.1773  26.6919
O  -40.8567  -8.4372  15.9771
O  24.2046  -13.8342  19.2028
O  11.1998  18.0238  23.2056
O  40.651  36.5418  17.9694
O  25.7628  -17.7527  17.9568
O  -3.5538  6.7029  24.2874

Results
free energy: -151516.903 eV
free energy less fixed offsets of O -568.88, Si -635.61 eV per atom: 6.907 eV

Forces (eV/angstrom), in the order of the atoms: element, x, y, z
Si  0.0174  -0.0252  0.0002
Si  -0.0072  0.0196  -0.0005
Si  -0.0614  0.037  0.0365
Si  -0.0534  0.034  -0.0311
Si  -0.039  0.0662  0.0059
Si  0.0283  0.0327  -0.0166
Si  -0.0846  0.0571  -0.0241
Si  0.0033  -0.014  0.0435
Si  -0.0856  -0.0365  -0.0979
Si  0.0155  -0.0145  0.1709
Si  0.0472  0.1421  0.068
Si  -0.2144  0.0131  -0.1033
Si  -0.0969  0.1974  0.0324
Si  -0.2028  -0.0735  -0.0549
Si  0.0261  0.0485  -0.0282
Si  0.0278  0.0958  0.0799
Si  -0.1526  -0.1358  0.1376
Si  0.3717  -0.2243  -0.0616
Si  0.108  -0.1007  -0.1396
Si  -0.1826  0.2756  0.1746
Si  0.2056  -0.1787  -0.2158
Si  0.0823  -0.1192  0.2072
Si  0.0375  0.149  -0.0012
Si  -0.0874  -0.1554  -0.043
Si  0.0325  0.0124  -0.0167
Si  0.0721  -0.1015  0.0192
Si  0.0845  -0.0859  -0.0138
Si  -0.0536  0.02  0.0218
Si  0.1091  -0.1054  0.0291
Si  -0.0662  0.0084  -0.0158
Si  -0.031  0.0797  0.0347
Si  0.062  -0.0345  -0.0352
Si  0.1427  0.3392  -0.277
Si  0.3258  -0.3715  -0.5404
Si  0.0696  -0.1855  0.0248
Si  0.1174  0.0392  0.0569
Si  -0.1582  -0.0423  0.3949
Si  -0.0794  -0.0324  0.1968
Si  0.0505  0.0427  0.1479
Si  -0.0193  0.1142  0.2322
Si  0.0139  0.1395  -0.0239
Si  -0.1837  -0.1737  -0.237
Si  -0.1671  -0.0153  0.0382
Si  0.0625  0.2116  0.1976
Si  0.0684  -0.0998  0.0925
Si  0.0821  -0.1242  0.0736
Si  -0.0809  0.0825  0.4109
Si  0.0119  -0.2267  0.3829
Si  -0.0134  0.115  -0.0639
Si  0.3888  0.0689  -0.1387
Si  0.0326  0.0163  0.0665
Si  -0.016  0.0619  0.3691
Si  0.0778  0.0817  -0.0948
Si  0.0644  -0.2141  0.0583
Si  0.1903  0.0356  -0.1963
Si  0.0057  -0.0231  0.0851
Si  -0.0208  -0.1302  -0.1528
Si  -0.0594  -0.0244  -0.0924
Si  0.0094  -0.0565  0.0011
Si  -0.0213  -0.1129  -0.0164
Si  -0.068  -0.1159  -0.0788
Si  0.0313  0.0494  0.0245
Si  0.0946  0.5446  0.0436
Si  -0.0043  0.0981  0.1972
Si  -0.0757  0.0041  -0.0768
Si  0.052  -0.1337  0.0778
Si  0.0884  0.0903  -0.0722
Si  0.1575  0.0483  0.1237
Si  -0.0149  -0.0404  0.0024
Si  -0.0626  0.0302  -0.1036
Si  0.1256  -0.0223  -0.0656
Si  -0.0746  0.0692  -0.0738
Si  0.0282  -0.0162  -0.0223
Si  -0.0754  -0.0039  0.0038
Si  -0.0244  0.003  -0.0829
Si  -0.0339  -0.0265  -0.0227
Si  -0.0191  -0.0279  -0.0555
Si  0.0603  -0.054  0.0015
Si  0.0135  0.1252  -0.0158
Si  -0.0126  -0.0342  -0.0763
Si  -0.0052  -0.0426  0.0252
Si  0.0124  -0.0523  0.0455
Si  0.0314  0.0023  -0.0181
Si  -0.0297  0.0326  0.0363
Si  -0.0577  -0.0033  -0.0195
Si  0.0241  0.0492  0.0037
Si  -0.0343  -0.0035  0.0099
Si  0.0597  -0.0268  0.0248
Si  0.0381  0.0084  0.0185
Si  -0.0206  0.0088  0.0424
Si  0.0374  0.029  0.0221
Si  -0.0098  -0.0464  0.0334
Si  0.0334  -0.0122  0.0275
Si  -0.0091  -0.0698  0.0354
Si  0.0173  0.0473  -0.0229
Si  0.008  0.0087  0.0657
Si  -0.0158  0.0463  0.1092
Si  0.129  -0.1745  -0.2289
Si  0.0618  -0.2938  -0.1278
Si  -0.085  -0.3183  0.1548
Si  0.0421  0.0146  -0.1277
Si  -0.0533  0.0439  -0.0704
Si  -0.0835  -0.1055  -0.49
Si  0.1378  0.0269  0.1387
Si  0.004  -0.0339  0.067
Si  -0.0089  0.2198  -0.2233
Si  -0.0371  0.1801  0.0584
Si  -0.0256  0.0637  -0.0347
Si  -0.0553  -0.0728  0.0655
Si  -0.0029  0.1278  0.0943
Si  -0.0718  -0.2591  -0.1654
Si  -0.168  -0.1207  -0.0163
Si  0.3758  0.0592  -0.1048
Si  -0.1137  0.0069  0.0743
Si  -0.0663  0.0915  0.004
Si  0.0174  -0.0651  -0.1435
Si  -0.1582  0.1058  -0.0163
Si  -0.047  0.0496  0.0676
Si  -0.0232  -0.0306  0.1228
Si  -0.0261  -0.0826  -0.1173
Si  -0.1319  -0.0382  0.2425
Si  0.2097  -0.0131  -0.0068
Si  0.1041  0.1355  -0.025
Si  -0.095  0.1476  -0.0585
Si  -0.1386  0.1065  0.225
Si  0.1842  -0.5634  0.1339
Si  0.052  -0.0538  0.1693
Si  0.0367  0.2756  -0.0978
O  0.0224  -0.0846  -0.0427
O  -0.0053  -0.0136  0.1854
O  -0.0134  -0.0122  0.0267
O  0.0527  0.0394  -0.2193
O  -0.0491  0.0392  0.0413
O  -0.1163  0.1052  0.1131
O  -0.0335  0.1256  -0.0939
O  0.3061  -0.0371  0.2568
O  0.0719  -0.0476  -0.0704
O  0.0285  0.0536  0.0185
O  -0.0672  0.0029  -0.0672
O  0.068  -0.0544  -0.0155
O  0.183  0.0172  -0.0182
O  0.1395  -0.0247  -0.0169
O  -0.0332  -0.0352  -0.015
O  -0.1028  -0.0651  0.0929
Si  -0.1109  0.2431  0.2447
Si  0.0696  0.1228  0.3091
Si  0.0291  -0.0851  -0.1073
Si  0.2282  0.0367  -0.0111
Si  0.2389  0.0924  0.1155
Si  -0.2466  -0.1366  0.4895
Si  0.4617  0.2551  -0.0857
Si  0.1525  0.0969  -0.11
Si  -0.1823  -0.4065  0.2544
Si  0.241  0.4873  0.5367
Si  -0.2584  0.2803  0.0976
Si  -0.1475  0.1143  0.1066
Si  -0.5891  -0.0824  0.2297
Si  0.0524  0.0159  0.0692
Si  -0.2381  0.2447  -0.0555
Si  -0.4615  0.2922  -0.3734
Si  -0.099  0.1448  -0.082
Si  0.3215  -0.1671  -0.0396
Si  0.0022  -0.3914  0.0099
Si  0.0198  0.0663  -0.2176
Si  -0.0216  0.0328  -0.1544
Si  0.027  -0.0628  0.3049
Si  -0.0753  -0.0481  -0.1137
Si  -0.4193  0.0181  -0.1208
Si  0.1013  0.2102  0.1342
Si  0.1028  -0.1627  0.1494
Si  0.1786  0.2601  -0.3491
Si  -0.2027  0.0846  0.1844
Si  -0.0884  -0.0145  -0.1024
Si  -0.0449  0.0105  0.0719
Si  -0.2462  -0.0355  -0.252
Si  0.5656  0.0231  0.1481
Si  -0.1656  0.0903  -0.0621
Si  -0.0579  -0.3382  0.0787
Si  -0.0267  0.0759  -0.0526
Si  0.0921  -0.1534  -0.3294
Si  -0.0244  -0.1679  0.0355
O  -0.236  0.0687  -0.2002
O  -0.0643  0.2415  -0.0902
O  0.1322  -0.0545  0.0032
O  0.0698  -0.0448  0.069
O  -0.0495  -0.0357  0.0391
O  0.0461  0.0228  -0.0615
O  0.1681  0.028  -0.2354
O  -0.075  -0.092  -0.0884
O  0.1305  -0.0191  0.121
O  0.1071  -0.103  -0.0309
O  0.1608  -0.0045  -0.3426
O  -0.0053  0.0515  0.0468
O  -0.0229  0.051  -0.1505
O  0.0211  -0.0648  0.0504
O  -0.0398  -0.0303  -0.0601
O  -0.102  0.0689  0.0041
O  -0.0829  -0.0307  -0.0291
O  -0.1055  0.0964  -0.0667
O  0.035  -0.019  -0.1124
O  0.046  -0.1856  -0.2028
O  -0.015  -0.2087  0.0819
O  0.0397  -0.0519  0.071
O  0.0252  0.0592  -0.2398
O  -0.3168  -0.0118  -0.069
O  0.0736  0.1108  -0.0379
O  -0.0824  -0.0319  0.0088
O  -0.0341  -0.1569  0.2978
O  -0.0365  0.0144  0.1134
O  0.0778  0.2363  -0.1391
O  0.1796  0.0362  -0.0706
O  0.0695  -0.1164  -0.0422
O  -0.1719  0.1514  -0.1563
O  0.0679  0.0487  -0.0474
O  -0.0586  -0.0748  -0.0781
O  0.0427  -0.1108  0.0905
O  -0.0339  0.0465  -0.0926
O  -0.0496  0.0589  0.1267
O  0.1014  -0.058  -0.1611
O  -0.1396  0.0837  -0.2026
O  0.0095  0.0055  0.1113
O  0.0236  -0.096  0.0068
O  -0.008  -0.066  -0.032
O  -0.0383  -0.2019  -0.2372
O  -0.0435  -0.0763  -0.1799
O  -0.0038  -0.0751  0.0386
O  -0.2029  0.0289  0.0717
O  -0.0582  -0.3654  0.1317
O  0.1097  -0.0821  -0.1497
O  0.0937  0.0529  -0.3359
O  0.052  0.0723  0.2099
O  0.0328  -0.0994  -0.1369
O  -0.0346  -0.0623  0.0121
O  -0.3806  0.3718  -0.1127
O  0.0013  0.03  -0.0512
O  -0.0155  -0.0322  0.0387
O  -0.0939  -0.057  -0.0258
O  -0.0491  -0.0389  0.0147
O  -0.0185  0.0684  0.2213
O  -0.0312  -0.0748  -0.0184
O  0.0096  0.0249  0.261
O  0.0426  -0.0128  0.1015
O  0.0199  0.1091  -0.0242
O  0.0325  0.0121  -0.0492
O  -0.0104  0.1011  0.027
O  0.0659  0.0349  0.1338
O  -0.0398  0.0045  -0.1758

The program warned: the cutoff lies below the one the program advises for these potential files; the forces do not sum to zero within the program's tolerance; the exchange-correlation potential is rough where the density is thin.
